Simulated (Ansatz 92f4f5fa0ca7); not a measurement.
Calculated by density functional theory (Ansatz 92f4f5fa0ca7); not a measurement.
Periodic cell of 184 atoms, Si120O64, from a study of silicon, its oxide and their interface. The atomic structure is a simulated model.
This geometry differs little from another in the collection (a relaxation step or a small displacement).

Settings
functional: r2SCAN
potential files: Ansatz PAW
basis: plane waves
wave-function cutoff: 800 eV
density cutoff ratio: 5
exchange-correlation grid ratio: 1
k mesh: 1 x 1 x 1, shifted by 0.5 0.5 0 of a step
self-consistency stop: 1e-10 eV per atom in the density residual
occupations: fixed
spin: none
net charge: 0

Cell vectors (angstrom)
a  10.888  0  0
b  0  10.888  0
c  0  0  27.0439

Atoms and the computed forces on them: element, x, y, z (angstrom), force x, y, z (eV/angstrom)
Si  0.3823  -0.4673  0.0433  -0.0003  -0.0002  0.0002
Si  3.0003  2.5984  0.0672  -0.0006  0.0005  0.0006
Si  -0.322  5.8075  0.1353  -0.0002  -0.0002  -0.0008
Si  4.2624  9.7063  1.4049  0.0008  0.0003  0.0004
Si  5.2924  0.4374  -0.0564  0.0004  0.0006  -0.001
Si  8.1523  2.9228  0.234  -0.0005  0.0001  -0.001
Si  5.6362  4.7402  -0.2475  -0.0009  0.0003  0.0011
Si  8.9109  7.5951  0.1529  0.0007  0.0007  0.0004
Si  1.3723  1.3542  1.2199  0  0  -0.0007
Si  4.2282  3.9696  1.4676  -0.0006  -0.0005  -0.0012
Si  1.5186  6.7783  1.2852  0.0001  -0.0004  -0.0006
Si  2.8117  8.439  0.1669  0.0002  -0.0015  -0.0009
Si  6.9063  1.35  1.413  -0.0001  0.0003  0.0009
Si  9.5996  4.1842  1.5248  0.0005  -0.0002  0.0008
Si  6.999  6.9029  1.3262  0  -0.0008  -0.0006
Si  9.7202  9.3811  1.4341  0  0.0001  0
Si  0.0822  2.6994  2.6935  -0.0001  0.0001  -0.0005
Si  2.7695  0.0818  2.716  -0.0006  0.0002  -0.0003
Si  0.1684  8.062  2.8034  0.0006  0.0001  -0.0002
Si  2.8405  5.4227  2.6796  -0.0001  0.0001  -0.0009
Si  5.5523  2.6485  2.8526  -0.0002  0.0003  -0.0007
Si  8.2703  -0.0828  2.687  -0.0001  -0.0005  -0.0013
Si  5.5857  8.2393  2.6845  0.0003  -0.0002  -0.0012
Si  8.1477  5.4564  2.8286  -0.0004  -0.0007  0.001
Si  1.448  4.0679  4.0542  0.0002  -0.0002  0.0005
Si  4.1088  1.3537  4.1558  -0.0004  -0.0005  0.0005
Si  1.4525  9.5405  4.0846  -0.0001  -0.0002  0.0001
Si  4.1714  6.84  4.0168  -0.0001  0.0003  -0.0001
Si  6.8444  4.0699  4.1775  0.0002  0  -0.0005
Si  9.5831  1.3405  4.0465  0.0002  0.0002  0.0006
Si  6.8986  9.5294  4.1161  0.0006  0  0.0003
Si  9.586  6.7867  4.1351  -0.0007  -0.0001  0.0005
Si  0.0372  -0.0144  5.4282  0.0001  0.0002  0.0003
Si  2.7534  2.7348  5.4772  0  -0.0003  -0.0004
Si  0.0486  5.3959  5.4489  -0.0002  -0.0003  0.0006
Si  2.7915  8.1623  5.419  0.0007  0  0.0004
Si  5.4781  -0.0267  5.4714  -0.0006  0.0001  0
Si  8.2205  2.6849  5.4582  -0.0002  0.0003  0.0004
Si  5.4647  5.4702  5.4515  0  -0.0004  0.0003
Si  8.228  8.1618  5.4749  -0.0004  -0.0002  -0.0001
Si  1.3613  1.3653  6.8021  0  -0.0001  -0.0002
Si  4.1  4.1079  6.8108  0.0004  -0.0002  -0.0002
Si  1.3843  6.8226  6.7755  -0.0001  -0.0006  0
Si  4.1087  9.4972  6.8222  0.0001  0  0.0003
Si  6.8135  1.3664  6.8179  0.0003  -0.0004  -0.0002
Si  9.5529  4.0584  6.818  0  0  -0.0003
Si  6.8329  6.8143  6.8132  -0.0003  0.0001  -0.0004
Si  9.5471  9.5461  6.8148  0  0.0001  -0.0005
Si  -0.0196  2.6926  8.1838  0.0004  0.0001  0.0003
Si  2.7041  -0.0199  8.1446  -0.0001  0.0002  0.0001
Si  -0.0161  8.1573  8.1579  0.0003  -0.0002  0.0004
Si  2.7312  5.4653  8.1338  0.0002  0.0001  0.0003
Si  5.4374  2.7305  8.181  0.0001  -0.0003  0.0004
Si  8.1519  -0.0051  8.1665  0  -0.0003  0.0006
Si  5.4666  8.1575  8.185  0.0004  0.0003  0.0001
Si  8.155  5.4208  8.1627  0  -0.0005  0.0005
Si  1.3504  4.1091  9.4548  0.0002  0.0002  -0.0001
Si  4.0616  1.3291  9.508  0.0005  0.0003  0.0003
Si  1.289  9.56  9.5154  -0.0004  -0.0001  0
Si  4.1001  6.7834  9.513  -0.0001  -0.0009  -0.0002
Si  6.7703  4.1084  9.5601  -0.0003  0.0005  0.0001
Si  9.4501  1.3668  9.545  0  0.0001  0.0001
Si  6.7845  9.5518  9.5462  0.0002  0.0004  0.0003
Si  9.4808  6.8006  9.5214  0  -0.0002  0.0001
Si  -0.1273  0.0041  10.9189  -0.0004  -0.0008  -0.0001
Si  2.6734  2.7236  10.7834  0.0002  -0.0002  -0.0002
Si  -0.0313  5.4192  10.8282  -0.0004  0.0003  0.0004
Si  2.7009  8.1737  10.7547  0.0002  0.0001  0.0001
Si  5.4203  0.0136  10.9371  0.0001  0.0002  -0.0003
Si  8.078  2.7191  10.9205  0.0001  -0.0001  0.0001
Si  5.4094  5.4493  10.9677  0.0002  0  -0.0002
Si  8.09  8.1518  10.8976  -0.0001  0.0002  0.0003
Si  1.239  1.4761  12.144  -0.0002  0.0004  0.0015
Si  4.0096  3.9922  12.2123  0.0007  -0.0003  0.0004
Si  1.3533  6.8284  12.0782  -0.0003  0.0001  0.0009
Si  3.9975  9.4773  12.1781  0.0008  0  0.0003
Si  6.6945  1.4334  12.3757  0  -0.0001  -0.0003
Si  9.4907  4.0685  12.2032  0.0002  -0.0012  0.0005
Si  6.7143  6.8882  12.3581  -0.0008  -0.0002  0.0001
Si  9.3467  9.5301  12.2992  -0.0003  0.0005  0.0001
Si  -0.1229  2.6878  13.6635  -0.0002  0.0013  0.0006
Si  2.6143  0.0656  13.3397  -0.0007  0.0005  -0.0004
Si  0.0291  8.1825  13.4336  0.0002  -0.0004  -0.0006
Si  2.6029  5.3695  13.4046  -0.0006  0.0001  0.0003
Si  5.1514  2.6382  13.8  -0.0004  -0.0002  -0.0008
Si  7.8941  -0.0336  13.7679  -0.0004  -0.0008  0.0003
Si  5.2122  8.1991  13.77  0.0001  0.0002  0.001
Si  8.2207  5.5092  13.5427  -0.0016  -0.0012  0.0034
Si  1.0948  4.3285  14.8698  0.0003  0.0004  0.0006
Si  3.9415  1.0007  14.9815  -0.0003  -0.0003  0.0027
Si  1.1501  9.8042  14.6527  -0.0005  -0.0008  0.0001
Si  4.0002  6.4444  14.8967  0.0006  -0.0003  0.0006
Si  6.0884  4.1045  15.3713  0.0019  0.0037  -0.0019
Si  9.6692  0.9772  14.9493  0  0.0006  0
Si  5.8526  10.1624  14.9944  0.0012  0  0.0022
Si  9.8732  6.6202  14.7489  -0.0006  -0.0009  -0.0001
Si  3.5973  7.4695  24.5065  -0.0001  -0.0008  0.0017
Si  -8.8713  29.2499  21.0114  -0.0006  0.0005  0.0002
Si  2.0086  26.4349  22.3227  -0.0003  0.0005  0.0011
Si  -4.1932  30.8944  17.8529  -0.0031  -0.0012  -0.0021
Si  16.4923  5.3402  20.0172  0.0006  0.0002  -0.0002
Si  14.2516  4.5422  24.8179  0.0006  -0.0001  0.0017
Si  9.073  21.1574  19.4553  0.0002  0.0003  0.0003
Si  7.5969  14.9712  17.9308  0.0016  0.0009  -0.0019
Si  -32.6982  29.6127  18.87  0.0003  0.0001  -0.0025
Si  -7.6584  3.1934  20.1069  -0.0003  -0.0005  -0.0009
Si  8.5288  39.5235  17.3317  -0.0012  -0.0014  -0.0041
Si  -2.0135  -24.9141  24.0619  0.0001  -0.0004  0.0019
Si  -4.1098  -11.6829  21.6153  0.0002  -0.0003  0.0009
Si  -2.1079  -8.5767  24.4441  0.0005  0.0005  0.001
Si  -11.4756  -0.3215  24.1119  0.0004  0.0002  -0.0015
Si  2.0688  -8.3594  17.1779  0.0004  0.0005  -0.0017
Si  17.0197  7.2546  22.4963  0.001  0.0002  0.0013
Si  -11.9577  -9.0018  17.8568  -0.0006  0.0007  -0.0011
Si  -11.4446  26.7712  24.1411  -0.0008  0.0007  0.0018
Si  -8.8512  20.5529  22.8302  0.0002  0  0.0003
Si  4.3707  7.9832  19.176  -0.0002  -0.0002  -0.001
Si  4.3213  0.7578  21.83  -0.0002  0.0003  0.0001
Si  24.0625  29.8777  16.8699  0.0005  0.0004  -0.0023
Si  28.0084  11.6732  24.0558  0.0006  -0.0001  0.0023
O  -0.5373  -12.5141  -7.5764  -0.0006  -0.0012  -0.0013
O  -6.4282  4.2281  -6.8371  -0.0005  0.0012  0
O  10.9143  -16.2894  -11.6997  -0.0002  -0.0001  0
O  -20.4606  8.7216  -5.3027  0.0003  -0.0011  -0.0015
O  0.96  7.0481  -7.173  -0.0007  0  -0.0009
O  2.686  19.5179  -3.167  0.0002  0.0002  -0.0003
O  -7.2183  1.8478  -6.1813  0.0005  0.0002  0.0003
O  -3.776  18.4883  -9.5434  -0.0007  0.0033  -0.0016
O  19.4114  7.8844  -1.4145  -0.0006  0  -0.0005
O  6.0141  -15.7812  -5.5827  -0.0002  0.0001  -0.0005
O  -5.9742  18.1332  -3.4629  0.0002  -0.0003  -0.0002
O  6.0482  17.1512  0.126  -0.0003  0  -0.0005
O  0.5345  2.1031  -9.45  -0.0009  0  0.0001
O  9.4932  17.9014  -8.4268  0.0003  0.0023  0.0011
O  -1.3431  9.1864  -3.4041  0  -0.0002  0.0002
O  -7.8669  1.4747  16.3256  0.0002  -0.0001  -0.0002
O  -12.1026  0.8261  19.0738  -0.0015  0.0002  -0.0005
O  -3.9179  -0.3651  23.1721  -0.0005  0.0003  0.0002
O  14.365  8  20.5212  -0.0011  -0.0001  -0.0001
O  -5.9916  -6.2442  25.3427  -0.0009  -0.0003  -0.0008
O  1.626  9.4368  26.6456  -0.0002  0.0007  -0.0005
O  2.5575  14.42  25.8139  0.001  0.0006  -0.0005
O  -1.7122  12.311  16.4397  0.0005  0.0009  0.0023
O  -6.788  12.3826  26.5849  0.0006  -0.0006  0.0002
O  -12.5496  25.5787  23.9687  -0.0006  -0.0005  -0.0006
O  37.5471  1.2615  23.2791  0  -0.0005  -0.0003
O  13.7963  17.7405  16.0583  -0.0005  0.0004  0.001
O  -13.5115  5.3065  17.1317  -0.0013  -0.0004  0.0026
O  -16.1902  9.0482  19.0268  0.0006  0.0002  -0.0011
O  -4.9442  21.8875  25.5111  -0.0002  -0.0002  -0.0007
O  15.9925  5.4078  15.552  0.0008  -0.001  -0.0009
O  6.8705  -6.2669  19.2862  -0.0003  0.0002  -0.0006
O  7.5272  -3.5727  23.2942  -0.0007  0.0002  -0.0012
O  -2.6898  10.2379  20.8314  0.0008  0.0003  -0.0007
O  11.6955  18.7894  17.4873  -0.0014  0  0.002
O  -0.0965  37.7738  25.695  -0.0002  0.0004  -0.0004
O  4.989  6.4929  19.051  -0.0006  0.0011  0.0011
O  6.0854  20.7591  16.5836  -0.0016  0.0015  -0.0009
O  -0.0318  10.7683  15.2484  0  -0.0001  0.0005
O  24.6009  -7.9878  18.5665  -0.0004  0.0002  0.0007
O  13.1904  17.0982  21.9611  -0.0016  -0.0009  0.0001
O  18.3414  4.53  14.6161  -0.0027  -0.0003  0.0014
O  3.1963  4.0593  23.2752  -0.0006  -0.0002  -0.0016
O  22.6769  21.4864  23.4769  -0.0005  0.0003  0.001
O  3.3529  -2.4644  18.0136  0.0005  -0.0006  0.0011
O  7.0117  3.9002  26.6152  0.0005  -0.0009  0.001
O  21.3169  10.6276  25.7167  -0.0008  0  -0.0028
O  -8.9124  14.7058  20.9386  -0.0009  0.0002  0.0005
O  -7.7034  10.5498  22.1446  -0.001  -0.0003  -0.0001
O  -4.3931  3.5061  16.8566  0.0004  0.0011  0.0008
O  -8.9912  3.8217  16.2083  -0.0006  -0.0005  0.0006
O  9.2364  7.4472  16.0104  -0.0014  -0.0008  0.0024
O  13.029  9.3555  15.8752  0.0005  0.0002  0.0012
O  8.8424  14.0014  18.3077  0  0.0015  -0.0025
O  -1.8934  24.0083  26.0532  -0.0007  0.0003  -0.0014
O  20.4657  1.0858  23.7189  0  -0.0005  -0.0001
O  -1.0246  -4.39  23.7402  -0.0003  -0.0009  -0.0006
O  5.6127  11.0587  21.0276  -0.0001  0.0001  0
O  -13.7403  -1.0049  18.2834  -0.0003  0.0002  0.0017
O  6.1729  19.4805  21.5902  -0.0001  -0.0003  0.0004
O  14.742  18.8787  26.0197  -0.0004  -0.0004  -0.0002
O  -3.6859  -8.8098  24.1509  -0.0014  -0.0023  -0.0004
O  22.4067  -6.3325  23.1437  0.001  -0.0001  -0.0009
O  2.7909  27.8474  24.7704  0.0002  0.0003  -0.0003

Results
free energy: -113256.872 eV
free energy less fixed offsets of O -570.45, Si -639.56 eV per atom: -0.872 eV

The program warned: the cutoff lies below the one the program advises for these potential files; the forces do not sum to zero within the program's tolerance; empty levels may hold ghost states of the PAW files; the exchange-correlation potential is rough where the density is thin.
